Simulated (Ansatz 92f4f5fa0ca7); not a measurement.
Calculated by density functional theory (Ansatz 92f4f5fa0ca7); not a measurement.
Periodic cell of 251 atoms, Si165O86, from a study of silicon, its oxide and their interface. The atomic structure is a simulated model.
Doubt: the cutoff is far below the 930 eV that the study's wrapper takes by default for these files, so forces and energies are approximate.
This geometry differs little from another in the collection (a relaxation step or a small displacement).

Settings
functional: PBE
potential files: Ansatz PAW
basis: plane waves
wave-function cutoff: 580 eV
density cutoff ratio: 5
exchange-correlation grid ratio: 1
k mesh: 1 x 1 x 1, Gamma-centred
self-consistency stop: 5e-08 eV per atom in the density residual
occupations: fixed
spin: none
net charge: 0

Cell vectors (angstrom)
a, 10.938, 0, 0
b, 0, 10.938, 0
c, 0, 0, 37.6155

Atoms: element, x, y, z (angstrom)
Si, 0, 0, 0.683
Si, 5.469, 0, 0.683
Si, 2.7345, 2.7345, 0.683
Si, 8.2035, 2.7345, 0.683
Si, 0, 5.469, 0.683
Si, 5.469, 5.469, 0.683
Si, 2.7345, 8.2035, 0.683
Si, 8.2035, 8.2035, 0.683
Si, 1.3673, 1.3673, 2.0503
Si, 6.8362, 1.3673, 2.0503
Si, 4.1018, 4.1018, 2.0503
Si, 9.5708, 4.1018, 2.0503
Si, 1.3673, 6.8362, 2.0503
Si, 6.8362, 6.8362, 2.0503
Si, 4.1018, 9.5708, 2.0503
Si, 9.5708, 9.5708, 2.0503
Si, 2.7345, 0, 35.564
Si, 8.2035, 0, 35.564
Si, 0, 2.7345, 35.564
Si, 5.469, 2.7345, 35.564
Si, 2.7345, 5.469, 35.564
Si, 8.2035, 5.469, 35.564
Si, 0, 8.2035, 35.564
Si, 5.469, 8.2035, 35.564
Si, 4.1018, 1.3673, 36.9313
Si, 9.5708, 1.3673, 36.9313
Si, 1.3673, 4.1018, 36.9313
Si, 6.8362, 4.1018, 36.9313
Si, 4.1018, 6.8362, 36.9313
Si, 9.5708, 6.8362, 36.9313
Si, 1.3673, 9.5708, 36.9313
Si, 6.8362, 9.5708, 36.9313
Si, -0.2212, 0.1669, 27.4756
Si, 5.5104, -0.1113, 27.5355
Si, 3.281, 2.204, 27.2228
Si, 8.7009, 2.6571, 27.3178
Si, -0.7736, 6.086, 27.3825
Si, 5.2406, 5.7909, 27.3852
Si, 2.9096, 7.9947, 27.4427
Si, 8.5024, 7.9445, 27.6746
Si, 1.4992, 1.3319, 28.6202
Si, 6.9816, 1.4043, 28.6163
Si, 4.1576, 4.0188, 28.5413
Si, 9.5966, 4.2316, 28.8209
Si, 1.2152, 6.8151, 28.5821
Si, 6.8277, 6.8045, 28.8562
Si, 4.0906, 9.5055, 28.8521
Si, 9.6019, 9.5931, 28.9024
Si, 2.7223, -0.0192, 30.1289
Si, 8.2083, 0.0497, 30.1421
Si, 0.1303, 2.7837, 30.0241
Si, 5.5389, 2.7349, 30.0026
Si, 2.6735, 5.3822, 29.9236
Si, 8.1318, 5.4079, 30.2138
Si, 0.0583, 8.1976, 30.1463
Si, 5.4905, 8.1872, 30.1929
Si, 4.1409, 1.378, 31.4064
Si, 9.6448, 1.4099, 31.4193
Si, 1.4207, 4.1018, 31.4652
Si, 6.8009, 4.0401, 31.5254
Si, 4.0517, 6.7655, 31.3967
Si, 9.5675, 6.8304, 31.4668
Si, 1.4007, 9.5543, 31.5173
Si, 6.8386, 9.6064, 31.5128
Si, 0.0127, 0.0094, 32.828
Si, 5.4617, 0.023, 32.8405
Si, 2.7792, 2.7255, 32.8138
Si, 8.2382, 2.7143, 32.8344
Si, 0.0132, 5.4654, 32.8193
Si, 5.427, 5.4454, 32.8264
Si, 2.7595, 8.1648, 32.8322
Si, 8.2152, 8.2111, 32.8392
Si, 1.3844, 1.3753, 34.1873
Si, 6.8487, 1.3672, 34.201
Si, 4.0955, 4.0944, 34.2129
Si, 9.5807, 4.106, 34.1953
Si, 1.3673, 6.8306, 34.1983
Si, 6.8235, 6.832, 34.1803
Si, 4.1064, 9.5662, 34.194
Si, 9.5764, 9.5821, 34.2001
Si, 2.7553, 0.0136, 3.4088
Si, 8.1832, 0.0007, 3.4219
Si, -0.001, 2.7501, 3.4008
Si, 5.4789, 2.7365, 3.4241
Si, 2.7327, 5.4704, 3.4283
Si, 8.1729, 5.445, 3.4021
Si, -0.0036, 8.1844, 3.4079
Si, 5.452, 8.2058, 3.4053
Si, 4.12, 1.3789, 4.8001
Si, 9.5407, 1.4164, 4.7476
Si, 1.3542, 4.101, 4.7912
Si, 6.8025, 4.1256, 4.8171
Si, 4.1107, 6.8408, 4.7899
Si, 9.5264, 6.8078, 4.7427
Si, 1.3982, 9.5531, 4.7294
Si, 6.7648, 9.5938, 4.7818
Si, 0.0152, 0.0208, 5.9858
Si, 5.4268, 0.0019, 6.2399
Si, 2.7684, 2.7676, 6.1478
Si, 8.1706, 2.7569, 6.1737
Si, -0.0794, 5.4329, 6.1328
Si, 5.4455, 5.5007, 6.2138
Si, 2.752, 8.2068, 6.1467
Si, 8.12, 8.1693, 6.0566
Si, 1.4452, 1.2662, 7.3729
Si, 6.786, 1.4393, 7.5714
Si, 4.0225, 4.1987, 7.6064
Si, 9.5589, 4.0557, 7.5961
Si, 1.252, 6.8883, 7.3924
Si, 6.8658, 6.8428, 7.5816
Si, 4.0896, 9.5101, 7.6406
Si, 9.481, 9.6388, 7.223
Si, 2.6399, -0.0847, 8.9389
Si, 8.2614, 0.0162, 8.7248
Si, 0.029, 2.4993, 8.7201
Si, 5.4191, 2.8342, 8.9549
Si, 2.5123, 5.6358, 8.8902
Si, 8.2581, 5.4929, 9.009
Si, -0.1106, 8.3623, 8.5894
Si, 5.5974, 8.2746, 9.0292
Si, 3.8227, 1.5598, 10.1527
Si, 10.0854, 0.7212, 9.9322
Si, 1.2611, 3.3577, 10.4703
Si, 6.5703, 4.4541, 10.3204
Si, 4.5819, 6.931, 10.6974
Si, 9.4591, 7.2506, 10.1133
Si, 0.7918, 9.8895, 10.1398
Si, 7.2291, 9.469, 10.1414
O, 6.687, -0.7719, 11.5322
O, 8.2712, 8.2854, 10.6541
O, 5.3608, 5.4871, 10.7726
O, -1.3335, 1.3186, 11.4128
O, 1.6021, 4.8944, 10.0623
O, 4.603, 0.8909, 11.4249
O, 10.505, 7.099, 11.4092
O, 4.1804, 7.3286, 12.2514
O, 0.3539, 3.3909, 11.84
O, 3.1937, 6.804, 9.8332
O, 13.6, 2.5579, 10.7979
O, 7.2986, 14.9662, 11.7321
O, 8.1658, 6.0145, 24.7716
O, 4.0453, 6.8798, 27.0222
O, 11.1664, -0.6952, 26.13
O, 13.307, -2.3235, 26.0147
O, 5.861, 5.436, 25.8853
O, 2.7924, 2.6358, 25.6858
O, 8.6018, 3.597, 25.9247
O, 4.4461, 1.0467, 26.8983
Si, 2.3945, 6.2452, 16.0345
Si, 8.2818, 10.5845, 23.8292
Si, 3.9585, 10.4448, 14.5385
Si, 10.3334, 2.2574, 12.5266
Si, 14.0891, 7.5742, 13.5019
Si, 9.3223, 5.0193, 25.398
Si, 10.8273, 9.6673, 22.7201
Si, 2.7856, 4.6152, 18.6208
Si, 7.0413, 3.1724, 15.9043
Si, 12.7498, 8.537, 17.8088
Si, 0.3501, 8.4182, 12.056
Si, 3.7751, 10.807, 17.511
Si, 10.6892, 4.4244, 22.6233
Si, 7.003, 9.1911, 26.2573
Si, 17.2747, 0.2179, 21.5325
Si, 10.9376, 12.7309, 17.2124
Si, 0.8715, 7.8335, 20.5445
Si, 5.8835, 11.3474, 12.2986
Si, -0.3688, 7.1422, 16.3136
Si, 5.4114, 5.7684, 21.9387
Si, 12.0398, 11.5539, 14.683
Si, 16.9639, -7.9199, 20.8607
Si, 9.5064, 5.8738, 20.2166
Si, 9.9099, 9.4463, 14.5894
Si, 7.526, 14.0015, 13.0136
Si, 9.5023, 4.4666, 17.5624
Si, 5.842, 4.2411, 18.2613
Si, 6.4657, 9.8428, 18.6876
Si, 2.2544, 1.6381, 24.5041
Si, 2.121, 12.6143, 19.1228
Si, 10.4664, 1.5755, 23.2299
Si, 3.6246, 1.4202, 21.6411
Si, 1.5103, 9.7466, 25.2365
Si, 2.3471, 5.6677, 21.456
Si, 6.5873, 6.4531, 24.8145
Si, 6.7428, 6.8662, 19.4767
Si, 8.2031, 0.3493, 16.358
O, 10.708, 14.3464, 17.297
O, 4.4212, 10.8776, 16.0335
O, 9.0135, 1.1133, 23.8214
O, 9.701, 5.3582, 21.7428
O, 14.317, 23.1911, 18.1343
O, 9.3396, 4.6106, 19.1859
O, 6.853, 1.7778, 21.5043
O, 9.547, 0.9884, 17.011
O, -0.7838, 20.1337, 12.9899
O, 9.1235, 2.9579, 13.3595
O, 11.3067, 10.1472, 15.0945
O, 5.2685, 10.7621, 13.6648
O, 6.8899, 12.5589, 12.646
O, 8.6377, 10.3843, 15.0475
O, 9.7294, 1.4043, 26.9678
O, 7.2322, 12.4939, 15.8538
O, 16.5545, 6.7852, 20.6675
O, 6.9962, 10.4796, 22.8422
O, 12.5777, 7.8683, 12.9176
O, 2.5159, 4.9448, 17.0304
O, 1.8515, 8.4922, 19.4298
O, 9.6995, 5.9932, 17.037
O, 8.248, 14.8012, 16.7397
O, 8.19, 6.8085, 20.2018
O, 6.6388, 8.2387, 18.6441
O, 0.2724, 8.2398, 17.35
O, 6.8463, 10.4174, 20.1701
O, 2.3412, 5.645, 19.8077
O, 4.3697, 4.5209, 18.8176
O, 11.2335, 12.2564, 13.4762
O, 3.8213, 5.4447, 22.0875
O, -0.1432, 6.781, 19.8167
O, 12.9514, 3.2834, 19.0856
O, 9.3393, 9.4375, 23.3478
O, 13.3308, 1.0811, 20.6194
O, 0.6517, 1.9488, 24.3633
O, 3.214, 6.3274, 14.6055
O, 4.6996, 0.1783, 21.7115
O, 2.6203, 11.3051, 14.1538
O, 3.6215, 8.8666, 14.3737
O, 12.7148, 7.1695, 21.736
O, 6.4919, 3.1451, 19.2954
O, 7.4158, 10.4499, 17.511
O, 3.0532, 1.8469, 23.1012
O, 11.6082, 12.1113, 18.5732
O, 6.6231, 16.607, 18.3659
O, 10.2778, 2.8796, 22.2914
O, 10.4259, 4.7481, 24.2083
O, 9.6528, 7.986, 15.2782
O, 2.3653, 9.9986, 17.3979
O, 6.3669, 8.0182, 25.2739
O, 5.9384, 6.3838, 23.3336
O, 12.2592, 4.6186, 22.1873
O, 4.8816, 10.1343, 18.476
O, 11.9978, 12.5283, 15.9822
O, 7.7907, 10.3119, 25.3439
O, 2.4807, 11.0237, 24.9583
O, 10.9043, -1.9918, 21.2857
O, 6.8643, 14.6359, 14.3705
O, 5.7258, 3.628, 16.7569
O, 6.2899, 4.4126, 21.6527
O, 11.0569, 11.2517, 22.3853
O, 4.4269, 2.6898, 20.9986
O, 0.8447, 6.3802, 15.5416
O, 0.9769, -1.8011, 23.8198
O, 13.7378, 7.4752, 17.0486

Results
free energy: -153802.514 eV
free energy less fixed offsets of O -568.88, Si -635.61 eV per atom: -3.184 eV

Forces (eV/angstrom), in the order of the atoms: element, x, y, z
Si, 0.0035, 0.0014, 0.0067
Si, -0.0114, -0.0119, -0.0039
Si, -0.0201, 0.019, -0.0175
Si, 0.0511, -0.0155, -0.0125
Si, -0.0208, -0.0001, -0.013
Si, -0.0069, 0.049, -0.0074
Si, -0.0257, 0.0543, -0.004
Si, 0.0004, -0.003, -0.0001
Si, 0.0207, 0.0061, -0.0229
Si, 0.0024, 0.0399, -0.064
Si, -0.0168, -0.0382, 0.0862
Si, -0.0693, 0.0518, -0.1618
Si, 0.0269, -0.0905, -0.0723
Si, -0.067, 0.0381, -0.0661
Si, -0.0325, 0.0354, -0.1675
Si, -0.0667, 0.0032, 0.0884
Si, -0.0182, -0.043, -0.0381
Si, -0.0105, -0.0623, 0.0863
Si, 0.1036, -0.0088, -0.0441
Si, 0.099, 0.0099, 0.0479
Si, -0.0787, -0.031, 0.082
Si, -0.0516, 0.0276, -0.0979
Si, 0.0184, 0.0418, -0.0203
Si, 0.0698, 0.0111, -0.0104
Si, 0.0419, -0.0491, -0.0046
Si, -0.0154, -0.0085, -0.0128
Si, -0.0173, 0.0026, 0.0119
Si, -0.0007, -0.0232, 0.0162
Si, -0.0139, -0.0085, -0.0091
Si, 0.0021, 0.0414, -0.0122
Si, -0.0133, -0.0331, 0.0032
Si, 0.0341, -0.0044, 0.0098
Si, -0.0117, 0.0693, -0.1176
Si, -0.0892, 0.1182, 0.0316
Si, 0.0918, -0.0555, -0.2119
Si, -0.0155, 0.0151, 0.0068
Si, -0.0399, 0.0037, -0.0002
Si, -0.1175, 0.0248, -0.1425
Si, 0.0186, -0.0572, 0.021
Si, 0.0236, -0.0596, 0.0236
Si, -0.0224, 0.0063, 0.0287
Si, 0.0179, 0.0169, -0.0638
Si, -0.017, 0.0318, 0.0069
Si, 0.0224, 0.0146, 0.0081
Si, 0.0379, 0.0137, -0.0036
Si, 0.0132, 0.0456, 0.0193
Si, 0.0133, -0.0035, -0.0361
Si, -0.0332, -0.0157, 0.006
Si, 0.0006, -0.0078, 0.0278
Si, -0.006, 0.0207, 0.0022
Si, 0.0055, -0.0311, 0.0047
Si, 0.0214, -0.0281, -0.0129
Si, 0.0243, 0.0548, -0.0449
Si, 0.0165, -0.0116, 0.0029
Si, 0.0258, -0.004, 0.0017
Si, -0.0512, -0.0047, 0.0115
Si, -0.0081, -0.0077, 0.0087
Si, 0.0158, 0.0099, -0.0105
Si, -0.0019, -0.0192, -0.0183
Si, -0.0446, -0.0115, 0.0116
Si, 0.0052, -0.0181, -0.0088
Si, -0.0248, 0.0015, 0.0141
Si, -0.0197, 0.015, 0.0232
Si, 0.0312, -0.0146, -0.0094
Si, -0.0039, -0.0065, -0.0025
Si, -0.0124, 0.0034, 0.0067
Si, -0.0066, 0.0097, 0.0054
Si, 0.0056, -0.014, -0.0016
Si, 0.0067, -0.0158, -0.0138
Si, -0.0023, 0.0071, 0.012
Si, 0.026, -0.0078, 0.0024
Si, 0.0019, 0.0164, 0.0088
Si, 0.0042, -0.0083, -0.0031
Si, 0.0056, -0.0007, 0.0075
Si, 0.007, -0.0102, 0.0055
Si, -0.0045, 0.0048, 0.0077
Si, -0.0033, 0.0054, 0.0025
Si, -0.0061, 0.001, -0.0029
Si, -0.0012, 0.0021, 0.0152
Si, -0.0021, -0.0031, -0.003
Si, -0.0171, 0.0126, 0.0149
Si, 0.0087, -0.0088, 0.0073
Si, -0.0009, -0.0006, 0.0052
Si, 0.0056, 0.0007, -0.0042
Si, 0.0035, -0.0018, 0.0041
Si, -0.0077, 0.0107, 0.0065
Si, -0.0016, -0.0066, -0.0025
Si, -0.0029, -0.0023, -0.0043
Si, 0.0122, 0.0027, 0.0092
Si, 0.0056, 0.0155, -0.0143
Si, -0.0086, -0.007, -0.0063
Si, -0.0068, -0.0085, 0.0127
Si, 0.0059, 0.0118, -0.0006
Si, 0.006, -0.0081, 0.0139
Si, 0.0008, -0.0208, -0.0014
Si, 0.0001, -0.0064, 0.0043
Si, -0.024, 0.0117, -0.0002
Si, -0.0128, -0.0167, 0.0049
Si, 0.0206, 0.0449, 0.012
Si, 0.0163, -0.0105, 0.001
Si, -0.0051, -0.0236, 0.0235
Si, -0.0043, 0.0114, 0.0179
Si, -0.0062, 0.0037, -0.008
Si, -0.0184, 0.01, -0.0115
Si, 0.0189, -0.0354, 0.034
Si, -0.0191, 0.019, -0.0179
Si, -0.0378, 0.0044, 0.0269
Si, -0.0128, 0.0405, 0.0038
Si, 0.0009, -0.0152, -0.0068
Si, 0.0283, 0.0069, 0.0492
Si, 0.024, -0.0029, 0.0453
Si, 0.0274, -0.0419, 0.0223
Si, 0.0261, 0.0435, -0.0174
Si, -0.0261, 0.0227, -0.0833
Si, -0.0338, -0.0572, -0.028
Si, -0.0198, 0.0242, 0.0173
Si, -0.1303, -0.0685, 0.1791
Si, -0.0129, 0.0308, 0.0408
Si, -0.0053, 0.0218, 0.0166
Si, 0.0183, 0.003, -0.0244
Si, -0.1118, 0.0486, 0.0851
Si, 0.0201, 0.0521, 0.0932
Si, 0.0907, 0.0497, -0.0583
Si, 0.0438, -0.0086, -0.0031
Si, -0.0437, -0.0104, 0.0372
Si, -0.0131, 0.0949, 0.005
Si, -0.0314, -0.0423, 0.0069
Si, -0.0521, -0.1702, 0.2335
O, 0.0166, 0.0231, -0.0914
O, 0.0151, -0.0325, -0.1289
O, 0.0025, 0.0299, -0.04
O, 0.0541, -0.0622, -0.0478
O, 0.094, 0.0765, -0.174
O, 0.0255, 0.0031, -0.0358
O, -0.0477, 0.0119, -0.0152
O, 0.0291, 0.0018, -0.102
O, -0.0444, -0.0099, 0.0289
O, 0.0166, -0.0256, -0.0224
O, 0.0592, -0.0673, -0.0746
O, -0.0083, 0.0015, -0.0428
O, -0.0322, -0.0093, 0.0002
O, 0.0159, -0.0794, 0.1371
O, -0.0079, -0.0082, 0.07
O, -0.0238, 0.0547, -0.0157
O, 0.0134, -0.0004, 0.0762
O, 0.027, 0.0063, 0.1767
O, 0.0108, -0.0287, 0.0334
O, 0.0112, 0.0027, 0.1262
Si, -0.0049, 0.039, 0.0415
Si, 0.0531, -0.0514, -0.0732
Si, -0.0635, 0.0073, 0.0526
Si, 0.0452, -0.0032, -0.0114
Si, 0.0015, 0.0771, 0.0678
Si, 0.0876, 0.0207, 0.0556
Si, -0.0687, 0.0265, -0.0785
Si, 0.0087, 0.0203, 0.034
Si, 0.0086, 0.0017, 0.0367
Si, -0.0178, -0.0051, 0.0475
Si, 0.0104, 0.0506, -0.0344
Si, 0.002, -0.0114, -0.0084
Si, -0.0066, -0.0194, -0.0446
Si, 0.1226, -0.0212, -0.0812
Si, 0.0056, 0.0109, -0.0056
Si, -0.0123, -0.0286, 0.0202
Si, -0.0229, 0.006, 0.0464
Si, -0.0635, -0.0727, -0.0475
Si, 0.0034, 0.0134, 0.0148
Si, -0.0179, -0.0297, -0.0583
Si, 0.0368, -0.0211, 0.0615
Si, 0.0093, 0.0051, -0.0169
Si, -0.0005, -0.008, 0.0238
Si, 0.0582, 0.0097, 0.0583
Si, -0.0443, -0.0024, 0.0664
Si, 0.0011, -0.0099, 0.0298
Si, 0.0252, -0.0318, 0.0074
Si, 0.0264, 0.0253, 0.0398
Si, -0.0546, 0.0234, -0.0811
Si, 0.0122, -0.0247, 0.0314
Si, -0.0087, -0.034, -0.0984
Si, 0.0364, -0.0154, -0.0502
Si, -0.009, -0.0622, 0.0244
Si, -0.0178, 0.0084, 0.0529
Si, 0.0116, 0.0809, 0.0106
Si, 0.0053, -0.0183, 0.022
Si, 0.0126, 0.024, 0.0507
O, -0.0023, 0.0218, -0.0145
O, -0.005, 0.0057, -0.024
O, 0.0043, 0.0283, 0.0619
O, -0.0141, 0.0189, -0.0074
O, 0.005, 0.0033, -0.0068
O, -0.0018, -0.0079, -0.0141
O, -0.0137, -0.0115, 0.0012
O, 0.001, -0.0007, -0.0141
O, -0.0065, -0.0065, -0.0083
O, 0.0163, 0.001, 0.005
O, -0.0103, -0.0164, -0.0163
O, 0.0513, 0.0318, -0.067
O, 0.0158, 0.0366, 0.0087
O, -0.0029, -0.004, -0.0533
O, 0.0244, -0.0202, 0.0788
O, -0.0024, 0.0121, -0.0321
O, 0.007, 0.0117, 0.0291
O, -0.0177, 0.0035, 0.0028
O, -0.0007, -0.0284, 0.002
O, -0.0008, 0.011, -0.0244
O, 0.0112, -0.0109, -0.0049
O, -0.0042, -0.0003, -0.0156
O, -0.0063, 0.0092, -0.0167
O, 0.0045, -0.0003, -0.0031
O, 0.0039, -0.0125, -0.0182
O, 0.0022, 0.0024, -0.0169
O, -0.004, 0.0006, 0.0057
O, -0.0055, -0.0127, -0.0539
O, 0.0081, 0.0072, 0.0132
O, -0.0489, 0.029, -0.0513
O, 0.018, 0.0011, 0.0075
O, 0.0219, -0.0037, -0.0217
O, -0.0063, 0.0104, -0.0072
O, 0.0065, 0.0226, 0.0476
O, 0.0152, 0.0103, 0.0139
O, 0.0081, 0.0014, 0.0577
O, -0.0206, 0.0083, -0.0155
O, -0.0086, 0.004, 0.0016
O, 0.0013, -0.0032, -0.0099
O, 0.0064, -0.036, -0.0259
O, 0.0044, -0.0073, -0.0225
O, -0.0224, 0.0173, 0.0003
O, -0.0028, -0.0217, 0.0029
O, 0.0007, -0.0066, 0.0502
O, 0.009, 0.0179, -0.0066
O, -0.006, 0.0069, -0.0063
O, 0.0036, -0.0069, 0.0291
O, -0.0328, -0.0153, 0.0356
O, 0.0089, -0.0119, -0.0064
O, -0.0027, -0.004, 0.0102
O, -0.004, -0.0448, -0.0485
O, 0.0278, 0.0018, 0.0497
O, 0.0071, -0.0065, 0.0111
O, -0.0078, -0.0023, 0.003
O, -0.0116, 0.0099, -0.0143
O, -0.0609, 0.0152, 0.0327
O, 0.0414, -0.0282, 0.0073
O, 0.0208, 0.0023, 0.0148
O, 0.0054, -0.0218, -0.028
O, 0.0161, 0.01, -0.0284
O, -0.0012, 0.0195, 0.0324
O, 0.0091, -0.0056, 0.0504
O, -0.0113, -0.0061, 0.0235
O, 0.0157, 0.0012, -0.0019
O, 0.0326, 0.0134, 0.0444
O, -0.0173, -0.026, -0.0298

The program warned: the cutoff lies below the one the program advises for these potential files; the exchange-correlation potential is rough where the density is thin.
